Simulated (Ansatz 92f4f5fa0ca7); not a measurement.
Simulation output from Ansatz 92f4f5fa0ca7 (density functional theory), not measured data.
Periodic cell of 225 atoms, Si133O88H4, from a study of silicon, its oxide and their interface. The atomic structure is a simulated model.
Doubt: the cutoff is far below the 930 eV that the study's wrapper takes by default for these files, so forces and energies are approximate.

Settings: functional PBE; potential files Ansatz PAW; basis plane waves; wave-function cutoff 580 eV; density cutoff ratio 5; exchange-correlation grid ratio 1; k mesh 1 x 1 x 1, Gamma-centred; self-consistency stop 5e-08 eV per atom in the density residual; occupations fixed; spin none; net charge 0.

Cell vectors (angstrom)
a	10.938	0	0
b	0	10.938	0
c	0	0	31.948

Atoms and the computed forces on them: element, x, y, z (angstrom), force x, y, z (eV/angstrom)
Si	0.2936	10.5483	24.4035	-0.0031	0.0301	-0.006
Si	5.2246	0.1537	24.5339	-0.0109	-0.036	-0.0223
Si	2.976	2.3498	24.5311	-0.0318	0.0007	-0.0134
Si	7.9324	2.9292	24.5021	0.0183	0.0046	-0.0202
Si	10.6258	5.4277	24.4494	0.0073	0.0001	-0.0327
Si	5.7654	5.2082	24.4452	-0.0105	0.0226	-0.0082
Si	2.5861	8.3622	24.5395	0.0112	-0.0026	-0.0276
Si	8.5251	7.7846	24.426	-0.015	-0.0077	-0.0034
Si	1.3618	1.2321	25.8065	0.0128	-0.0225	0.0291
Si	6.8218	1.3199	25.8059	0.0002	0.0067	-0.0066
Si	4.1395	4.0292	25.7322	0.024	0.0048	-0.0229
Si	9.4801	4.0235	25.9069	-0.0078	0.0131	0.0409
Si	1.3644	6.6789	25.6723	0.0046	-0.0015	-0.0099
Si	6.8997	6.757	25.809	0.0199	-0.0078	0.0185
Si	4.0895	9.5376	25.8985	0.0041	0.0132	0.0396
Si	9.6105	9.4446	25.7203	0.0113	0.0039	-0.0304
Si	2.7236	-0.0482	27.2591	-0.0321	0.0029	0.0812
Si	8.2443	-0.0749	27.0914	-0.0031	-0.0138	-0.0609
Si	0.0095	2.6567	27.1459	-0.0229	-0.0374	-0.0418
Si	5.4754	2.6978	27.189	-0.025	0.0018	0.0553
Si	2.7594	5.3988	27.0907	-0.0184	-0.0204	-0.0514
Si	8.1921	5.4317	27.2722	-0.0136	0.0077	0.0884
Si	0.0471	8.1035	27.1182	-0.0364	-0.0141	0.0091
Si	5.5156	8.149	27.1519	0.0068	0.0078	-0.0371
Si	4.0961	1.3643	28.5728	-0.0158	-0.0897	-0.1011
Si	9.5765	1.2985	28.5044	-0.0216	0.1083	0.0442
Si	1.3805	4.0624	28.4876	-0.0613	0.0372	0.0696
Si	6.8109	4.0611	28.5928	0.0678	0.0312	-0.1255
Si	4.1075	6.7857	28.4869	-0.0164	0.0708	0.0723
Si	9.6023	6.8238	28.5545	-0.0764	-0.0596	-0.0648
Si	1.3532	9.4825	28.5535	0.05	0.1381	-0.0792
Si	6.8701	9.5433	28.5041	-0.092	0.0212	0.052
Si	0.0037	-0.0351	29.8959	0.0673	-0.0099	-0.0091
Si	5.4867	-0.0156	29.8873	0.0338	-0.0186	0.0211
Si	2.7304	2.7368	29.907	0.0038	0.0159	-0.0015
Si	8.2181	2.7008	29.8943	0.0619	-0.0491	0.0255
Si	0.0226	5.4463	29.8883	0.0551	-0.042	0.0151
Si	5.4569	5.4578	29.9092	0.0203	0.0338	0.0025
Si	2.7548	8.1678	29.8929	0.0573	-0.0574	0.0268
Si	8.2222	8.1971	29.9004	0.0097	-0.0374	-0.0077
Si	1.3673	1.3673	31.2643	-0.0536	-0.1202	-0.0424
Si	6.8362	1.3673	31.2643	0.0572	-0.162	-0.0098
Si	4.1018	4.1018	31.2643	-0.1299	-0.015	0.1635
Si	9.5708	4.1018	31.2643	0.1266	-0.114	-0.144
Si	1.3673	6.8362	31.2643	0.0937	-0.1932	-0.0335
Si	6.8362	6.8362	31.2643	0.0125	0.0061	-0.0463
Si	4.1018	9.5708	31.2643	0.1069	-0.0889	-0.1433
Si	9.5708	9.5708	31.2643	-0.0137	0.0033	0.1623
Si	2.7345	0	0.6835	0.0957	0.1101	0.0235
Si	8.2035	0	0.6835	-0.1418	0.1036	0.0588
Si	0	2.7345	0.6835	-0.1195	0.2104	-0.0238
Si	5.469	2.7345	0.6835	-0.0215	-0.0138	-0.0681
Si	2.7345	5.469	0.6835	-0.0321	0.1615	0.1701
Si	8.2035	5.469	0.6835	-0.03	-0.0007	0.1161
Si	0	8.2035	0.6835	0.0449	-0.1121	-0.1132
Si	5.469	8.2035	0.6835	-0.0346	0.1833	0.0421
Si	4.1072	1.3863	2.062	-0.0487	-0.0137	0.0219
Si	9.5375	1.4127	2.0378	-0.1136	0.0371	-0.046
Si	1.3452	4.1292	2.0546	-0.0396	0.0524	-0.0027
Si	6.8113	4.1091	2.055	0.0017	0.0733	-0.0102
Si	4.1076	6.8596	2.0628	-0.045	-0.0337	-0.0273
Si	9.5653	6.8567	2.0554	-0.0465	0.0061	0.0276
Si	1.3811	9.5557	2.0292	0.0402	-0.0005	-0.0402
Si	6.8133	9.5968	2.0625	-0.0349	0.0498	0.0042
Si	-0.0135	0.015	3.2848	0.0303	0.0341	0.2872
Si	5.4679	0.0459	3.4801	0.0055	-0.0561	-0.1228
Si	2.7381	2.7918	3.3928	-0.0222	-0.0733	0.0626
Si	8.1474	2.7622	3.4539	0.1317	-0.0167	-0.0581
Si	-0.0183	5.508	3.4542	0.0433	-0.0424	-0.0743
Si	5.4783	5.5068	3.4297	-0.0178	-0.0137	0.0174
Si	2.7702	8.2542	3.4471	-0.0494	-0.0684	-0.0465
Si	8.1873	8.2408	3.4062	0.0388	-0.0217	0.041
Si	1.3651	1.3401	4.652	0.0099	-0.0234	-0.1142
Si	6.7914	1.4342	4.883	-0.0078	0.0049	0.0894
Si	4.042	4.2106	4.7929	0.0239	0.0082	-0.0462
Si	9.5079	4.148	4.8027	-0.0108	-0.0015	0.0366
Si	1.3598	6.9245	4.7926	0.0298	0.0196	0.0242
Si	6.8772	6.8523	4.8052	0.0367	0.0131	-0.0282
Si	4.1218	9.6162	4.8631	0.0374	0.0325	0.0679
Si	9.5282	9.7022	4.7042	0.0245	0.0099	-0.0808
Si	2.7176	0.1013	6.1566	-0.029	0.0386	-0.0052
Si	8.2131	0.064	6.2197	0.0107	-0.0223	-0.0144
Si	-0.0361	2.6696	5.966	-0.0209	-0.0285	-0.0239
Si	5.413	2.8876	6.1925	-0.0133	0.0123	0.0167
Si	2.6931	5.6034	6.2279	-0.0025	0.0136	-0.0088
Si	8.2524	5.5483	6.2782	-0.0114	-0.0074	0.0079
Si	0.0034	8.3987	6.0336	-0.0089	0.0116	-0.0063
Si	5.541	8.2328	6.1912	-0.006	-0.0176	-0.0093
Si	3.7201	1.8171	7.4459	0.0431	-0.0324	-0.0122
Si	9.8309	1.2258	7.515	-0.0043	0.0274	0.0137
Si	1.4054	3.9104	7.2579	0.0114	0.0196	0.0396
Si	6.5372	4.4806	7.5435	0.0194	0.0061	0.0029
Si	4.3273	6.7511	7.5749	-0.01	0.0099	0.0346
Si	9.5399	7.2205	7.451	-0.0073	-0.0047	0.0159
Si	1.1163	9.9137	7.4709	0.0275	-0.0248	-0.0114
Si	7.1906	9.3136	7.5172	-0.0111	-0.0087	0.0118
O	9.616	6.6245	23.9002	0.0169	-0.0094	0.0069
O	4.1095	1.2613	24.003	0.0219	-0.0076	0.0119
O	8.3536	8.2235	8.0466	-0.0212	0.021	-0.0001
O	2.5609	2.9122	7.8879	-0.0025	-0.006	-0.012
O	6.8484	4.0665	23.9352	0.0055	-0.0159	0.0059
O	1.4537	9.4394	24.0121	0.012	-0.0165	0.0131
O	5.4107	5.5999	8.0816	-0.0092	0.0079	-0.0173
O	-0.0029	0.0815	8.0009	-0.0099	0.0156	-0.0059
H	7.0717	3.829	8.7736	0	-0.0014	-0.0081
H	6.5764	9.8775	8.7532	-0.004	0.0097	-0.0057
O	10.6534	6.8361	8.643	-0.0048	0.0146	-0.0167
O	1.7314	9.2231	8.836	-0.0047	0.0006	0.0133
O	4.2337	1.2887	8.9005	-0.0085	0.0081	0.017
O	0.3319	4.281	8.4605	0.0044	-0.0158	-0.0302
O	9.2556	1.9766	8.8861	0.001	-0.001	-0.0048
O	3.7596	7.5106	8.9384	-0.0025	-0.0011	-0.006
H	7.9408	8.3537	23.1796	0.0032	0.0068	0.0068
H	8.5941	2.3399	23.3001	-0.005	-0.011	0.0068
O	5.2491	5.9783	23.078	0.0034	-0.0094	-0.0041
O	2.2326	2.8563	23.1597	0.0073	-0.0007	-0.0004
O	10.6773	0.1273	22.9309	0.0032	-0.0084	-0.0068
O	0.0373	4.3985	23.1889	-0.0044	0.0083	0.0191
O	3.4297	7.9193	23.2029	-0.0039	0.0016	0.0082
O	5.9085	10.3927	23.204	0.0006	0.0092	0.0057
Si	9.5719	9.3128	14.9887	-0.0007	0.0015	-0.0005
Si	2.4523	4.9546	11.6054	0.0006	0.001	0.0038
Si	0.8526	0.6923	14.7015	-0.0019	0.0005	0.0021
Si	10.0442	9.936	18.868	0.0011	-0.0012	-0.0005
Si	6.8261	0.3856	11.6611	0.0032	0.0001	0.003
Si	9.5719	7.1814	12.7172	-0.0026	0.0012	0.0021
Si	2.0406	9.206	17.9585	0.0009	0.0004	-0.0018
Si	2.9726	8.6943	9.7537	-0.0097	0.0109	-0.0043
Si	4.1757	2.4939	16.8583	-0.0005	0.0011	-0.001
Si	4.5015	7.1629	22.2445	-0.0008	-0.0146	-0.0038
Si	10.8735	5.3461	16.7632	-0.0006	-0.0007	0.0009
Si	2.6159	6.3779	17.8791	0.0011	0	0.0011
Si	0.9699	2.5547	17.2635	0.0002	0.0003	-0.0013
Si	5.7389	6.6025	16.9766	-0.0007	-0.0012	0.0007
Si	8.6013	4.7189	11.4885	-0.0013	0.0018	0.0081
Si	10.9986	5.4905	9.5131	-0.0023	0.0097	0.0193
Si	3.0954	0.117	20.2086	-0.0032	-0.0009	-0.0046
Si	1.6406	7.5641	12.4665	-0.0014	0.0056	0.0008
Si	5.7175	9.8927	21.6617	0.0011	0.0029	-0.0069
Si	1.3701	1.8845	11.77	-0.0023	0.002	0.0023
Si	0.2556	0.5624	21.4374	-0.0002	-0.0139	0.0051
Si	2.6962	9.439	14.8277	-0.0002	0.0014	0.0002
Si	8.9383	3.3091	15.5605	-0.0001	0.0002	-0.0013
Si	1.0229	3.4717	22.2645	0.0112	-0.0137	-0.0067
Si	9.3616	1.8519	10.524	0.0016	-0.0018	-0.0044
Si	5.5873	8.7781	15.0015	0.0007	-0.0013	0
Si	6.8099	8.2967	12.2894	0.0014	-0.0017	0.0021
Si	3.0438	5.0701	20.4947	0.006	-0.0031	-0.0076
Si	9.3983	1.6369	18.2428	0.0011	0.0001	-0.0022
Si	7.9454	0.9057	14.4334	0.0007	0.0008	0.0002
Si	5.9528	4.2919	15.1283	0.0003	0.0007	0.0012
Si	7.0044	0.9168	19.7846	-0.0002	0.0044	-0.002
Si	5.5692	5.4787	12.1219	-0.0023	0.0041	0.0047
Si	4.6592	2.701	19.7665	0.0014	-0.002	-0.0005
Si	4.0356	0.6021	10.3558	-0.0032	0.0071	0.002
Si	6.0437	0.2741	16.7844	0.0004	0	-0.0014
Si	8.7284	7.6597	17.6045	-0.0014	0	-0.0003
O	0.1145	1.7634	18.4405	-0.0007	-0.0008	-0.0003
O	6.0188	9.6721	16.2889	-0.0004	0.0016	-0.0011
O	1.4852	5.5237	10.3667	-0.0054	0.0005	-0.0061
O	6.9565	4.9008	11.4063	-0.0006	-0.0011	-0.0052
O	3.3927	1.6769	19.8646	0.0009	-0.0014	0
O	7.1178	7.2256	17.6931	0.0001	0.0013	-0.0007
O	6.9544	1.0499	13.1543	-0.0009	0.0031	-0.004
O	5.7061	7.1205	11.9559	0.0007	0.0008	-0.0027
O	5.4258	1.0284	11.1117	0.0004	0.0032	-0.0029
O	10.2628	10.6717	20.3368	0	-0.0014	-0.0016
O	8.9868	8.7159	16.3827	-0.001	0.0005	-0.0002
O	1.8881	3.4471	11.9224	0	0.0026	-0.0012
O	0.5876	1.8501	15.8276	0.0006	0.0011	-0.0019
O	8.9021	2.7124	17.1086	-0.0001	-0.0004	0.0006
O	8.8576	3.1125	11.4499	-0.0007	0	-0.0002
O	4.9416	3.062	18.1914	-0.0001	-0.0005	-0.0009
O	2.367	11.0294	14.7572	-0.0003	0.0002	-0.0004
O	7.0727	1.0599	15.8029	-0.0009	0.0006	0.0006
O	9.5645	5.251	10.2698	0.0034	0.0034	-0.0085
O	2.5871	2.6118	17.1896	0.0026	0.0009	-0.0005
O	1.4522	6.1041	16.668	0.0009	-0.0011	0.0002
O	2.1528	7.7398	18.6391	0.0007	-0.0014	-0.0002
O	5.9883	2.0292	20.4144	0.0012	-0.0014	0.0003
O	9.1736	8.5313	18.9442	-0.0001	-0.0001	-0.0011
O	3.6221	6.4912	21.0435	0.0014	0.0014	0.0027
O	0.8066	1.349	13.2116	0.0005	0.0022	-0.0023
O	2.161	6.0377	12.8139	0.0005	0.0025	-0.0003
O	8.4195	1.7504	19.5712	0	-0.0022	-0.0004
O	1.8328	8.4891	13.8031	-0.0021	0.0011	-0.0012
O	2.6667	1.0671	11.1598	0.0005	0.003	-0.002
O	9.2372	10.9831	17.8789	0.001	0.0001	-0.0008
O	6.9701	10.5406	20.7895	0.0006	-0.0043	0.0019
O	9.1733	2.0042	14.5492	0.0003	-0.0004	-0.0012
O	11.0051	7.4659	11.9936	0.0018	0.0002	-0.0015
O	6.7371	8.5832	13.8889	-0.0011	-0.0017	0.0001
O	6.4713	0.3641	18.3423	0.0001	-0.0014	0.0009
O	0.3874	4.0349	17.5978	-0.0007	0.0011	-0.0004
O	9.1895	5.5689	12.7908	-0.0017	-0.0015	-0.003
O	8.5492	10.3493	14.2787	-0.0018	0.0015	0
O	8.2652	0.6718	10.9016	-0.0032	0.0006	-0.0022
O	2.4539	8.1647	11.1995	-0.0032	0.0015	-0.0007
O	4.2389	9.3403	14.3133	-0.0017	0.001	-0.0028
O	6.5528	9.7134	11.5529	0.0001	0.0049	-0.0047
O	5.6039	8.2457	21.6587	-0.0016	-0.0008	0.0036
O	9.747	7.9172	14.1581	0.0002	0.0001	-0.001
O	8.3307	7.847	11.8902	-0.0008	0.0019	-0.0008
O	2.5291	5.1717	18.9542	-0.0026	-0.0029	0.0055
O	1.7693	0.0368	21.1366	0.0003	-0.0013	0.0015
O	1.717	4.5309	21.2518	-0.004	-0.001	0.0033
O	10.9745	1.6703	10.8236	0.0004	0.0017	-0.0014
O	10.0172	4.581	15.5171	0.0005	0.0002	-0.0001
O	4.297	4.0309	20.61	0.0009	-0.0001	0.0009
O	5.5618	5.0145	13.7069	0.0004	0.0008	-0.0048
O	0.4987	9.6629	18.0802	-0.0006	-0.0007	-0.0005
O	4.2609	6.5472	17.6939	-0.0002	-0.0026	0.0003
O	3.9751	9.9309	10.0999	0.0086	0.0022	0.0057
O	2.5249	9.0077	16.4027	0.0002	0.0007	-0.0017
O	2.9535	10.268	18.7824	0.0012	0	-0.0019
O	7.4746	3.7338	14.9581	0.0004	0	-0.0011
O	5.3375	7.3102	15.5813	-0.0024	0.003	-0.0003
O	10.9082	10.2711	15.0548	-0.0005	0.002	-0.0012
O	4.316	10.4221	21.0461	0.0059	-0.0067	0.0042
O	4.5553	0.9214	16.6436	0	-0.0002	-0.001
O	4.7065	3.278	15.5124	0	0.0008	-0.0005
O	9.7644	6.3699	17.433	0.0004	-0.0002	-0.0019
O	0.2494	2.2301	21.4814	0.0002	0.0018	0.0034
O	6.1627	5.1249	16.511	0.0022	0.0013	-0.0027
O	4.1236	4.9818	11.4359	0	0.002	-0.0025

Results
free energy: -134659.066 eV
free energy less fixed offsets of H -15.97, O -568.88, Si -635.61 eV per atom: 2.384 eV

The program warned: the cutoff lies below the one the program advises for these potential files; the exchange-correlation potential is rough where the density is thin.
